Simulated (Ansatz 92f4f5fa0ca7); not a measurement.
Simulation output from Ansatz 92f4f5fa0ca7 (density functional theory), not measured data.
Periodic cell of 284 atoms, Si144O100H32N8, with a vacuum gap, from a study of silicon, its oxide and their interface. The atomic structure is a simulated model.

Settings
functional: r2SCAN
potential files: Ansatz PAW
basis: plane waves
wave-function cutoff: 800 eV
density cutoff ratio: 5
exchange-correlation grid ratio: 1
k mesh: 1 x 1 x 1, shifted by 0.5 0.5 0 of a step
self-consistency stop: 1e-11 eV per atom in the density residual
occupations: fixed
spin: none
net charge: 0
applied field: sawtooth along c, amplitude -0.015 V/angstrom in the program's sign convention, ramp centred at 0.9897 of c and 0.0206 of c wide, no dipole correction

Cell vectors (angstrom)
a 10.888 0 0
b 0 10.888 0
c 0 0 48.474

Atoms: element, x, y, z (angstrom)
Si 1.4925 1.4176 36.1361
Si 3.1681 2.326 34.6934
Si -0.1472 5.7979 34.6222
Si 3.0521 8.0591 34.9031
Si 5.3285 -0.0291 34.8084
Si 8.4335 2.4001 34.6929
Si 5.2009 5.7559 34.879
Si 8.595 8.0449 35.0164
Si -0.1479 0.2726 34.9592
Si 4.1312 4.0339 36.0406
Si 1.4054 6.8402 36.0677
Si 4.1589 9.5214 36.3098
Si 6.8988 1.2455 36.0496
Si 9.5979 4.1019 35.9028
Si 6.8734 6.8583 36.1243
Si 9.6923 9.5693 36.3367
Si 0.072 2.8073 37.4009
Si 2.7417 0.0103 37.5531
Si 0.1444 8.1623 37.5726
Si 2.732 5.3896 37.4102
Si 5.531 2.6819 37.3925
Si 8.1954 -0.0206 37.5536
Si 5.5527 8.1588 37.5785
Si 8.2303 5.4098 37.3868
Si 1.376 4.1109 38.8432
Si 4.1389 1.3934 38.8203
Si 1.4327 9.532 38.9269
Si 4.1175 6.7454 38.7936
Si 6.8605 4.0607 38.768
Si 9.5979 1.4004 38.7839
Si 6.8561 9.5317 38.9363
Si 9.5565 6.7954 38.799
Si 0.0166 0.0174 40.2037
Si 2.7518 2.7311 40.1895
Si 0.0027 5.4624 40.1848
Si 2.7766 8.1138 40.1841
Si 5.4493 0.0149 40.2088
Si 8.2087 2.7252 40.1436
Si 5.4754 5.3972 40.1638
Si 8.2143 8.1372 40.2307
Si 1.3849 1.365 41.5588
Si 4.0954 4.0873 41.5715
Si 1.3639 6.8102 41.5411
Si 4.0853 9.4994 41.5205
Si 6.8336 1.3837 41.5131
Si 9.5133 4.1042 41.5164
Si 6.8006 6.779 41.5515
Si 9.5534 9.5325 41.5793
Si 0.0006 2.7751 6.887
Si 2.7026 -0.085 6.9231
Si 0.0144 8.1438 6.9644
Si 2.7018 5.4667 6.9469
Si 5.4619 2.6941 6.9325
Si 8.1533 0.0235 6.9188
Si 5.4102 8.1558 6.9156
Si 8.137 5.4067 6.9516
Si 1.3223 4.1158 8.2963
Si 4.1041 1.2576 8.2164
Si 1.3556 9.4744 8.3649
Si 4.0235 6.852 8.3176
Si 6.7649 4.0627 8.3434
Si 9.5211 1.4349 8.2198
Si 6.7455 9.544 8.2311
Si 9.5144 6.7651 8.2875
Si -0.0627 0.0456 9.5479
Si 2.6978 2.6167 9.4534
Si -0.0502 5.4431 9.7394
Si 2.7081 8.1446 9.8315
Si 5.4163 -0.0447 9.6918
Si 8.1823 2.7186 9.6834
Si 5.3217 5.4387 9.6395
Si 8.0765 8.1538 9.5152
Si 1.3323 1.3614 10.8928
Si 4.0256 3.8804 10.8548
Si 1.1946 6.8648 11.1652
Si 4.0581 9.5714 11.1884
Si 6.8314 1.3145 10.9971
Si 9.4702 4.0886 11.1249
Si 6.7091 6.8453 10.8945
Si 10.7265 8.5029 12.0467
Si 0.072 2.686 12.3773
Si 2.654 0.162 12.4598
Si -1.5998 9.6765 10.7717
Si 1.3513 6.0972 13.4573
Si 5.4942 2.7277 12.2101
Si 8.1091 -0.0299 12.4198
Si 5.4715 8.1236 12.4421
Si 8.0357 5.5939 12.3264
Si 1.9508 3.8908 13.2337
Si 3.9787 1.7415 13.6889
Si 0.8188 10.0498 13.5532
Si 4.3583 6.7555 14.0226
Si 6.3845 4.428 13.5561
Si 9.9537 0.8996 13.5566
Si 7.0445 9.2451 13.8911
Si 9.3903 7.2038 13.385
Si -15.038 -7.7652 16.2414
Si 12.4937 6.9323 26.4127
Si -2.8737 35.7142 21.1926
Si 37.2293 -10.5825 28.1593
Si -5.6574 13.6745 20.2959
Si 5.3477 -1.2501 21.5636
Si 12.1164 5.0684 20.067
Si -14.5888 0.7237 23.1344
Si -12.0638 10.0068 22.4237
Si 8.6547 10.1993 30.6127
Si -1.5668 27.3927 20.7215
Si -5.6987 11.184 25.2973
Si 9.223 22.6919 15.7733
Si 21.0496 34.4982 30.9315
Si -0.4746 17.1301 15.9331
Si 8.9421 8.6487 16.021
Si -4.6398 5.8988 32.1396
Si -5.8677 -2.082 16.1427
Si -9.8189 0.9733 17.4443
Si -9.8484 1.0865 22.7983
Si 5.7886 21.9087 18.9842
Si -30.875 -11.8099 32.7524
Si -19.029 3.4846 22.0922
Si -3.0406 3.3311 31.7558
Si -3.9713 -12.7774 32.8129
Si -8.6937 3.8253 29.7531
Si -6.764 13.0311 17.5324
Si 2.0614 20.0597 16.3585
Si 25.4393 6.2463 30.4505
Si 14.0965 -19.6575 26.3824
Si -2.1584 4.5749 17.7797
Si 1.0326 -5.1021 31.6458
Si -3.7621 23.1864 29.359
Si 4.01 4.1791 15.3713
Si 3.187 -11.9865 23.5098
Si 6.0052 0.5233 15.9402
Si 2.3472 4.4739 25.1268
Si -0.5794 2.5871 19.2104
Si -29.9091 -2.2961 28.6116
Si 9.5005 13.2228 27.9372
Si 0.5516 -17.4128 27.3027
Si -19.6475 6.0531 17.2306
Si 2.2499 23.6227 31.8842
Si -3.0672 8.1345 21.0412
Si -21.2274 -1.9528 24.6554
Si -14.8299 8.6767 18.2289
Si -10.6018 8.4509 30.4035
Si 0.3226 11.8901 25.6522
O -5.1305 -0.9709 33.5062
O -12.813 -12.4823 21.1711
O 7.2486 -6.9051 17.5164
O 4.2926 1.1688 34.3636
O 12.3487 21.1702 17.3868
O 9.5671 6.9085 34.3408
O -24.641 10.9404 29.3379
O 11.7438 -17.6987 25.7129
O -6.7759 -3.9864 34.4497
O -11.5281 12.7141 29.3048
O 1.2015 8.6871 29.0871
O 11.4939 -0.4237 33.7132
O 6.587 11.6531 24.6368
O -22.3898 7.7997 16.398
O -11.3896 -1.972 23.4228
O 3.3152 3.7146 26.1792
N -4.6311 9.7827 15.4082
N 3.0278 3.0932 14.3792
O -7.6391 16.0798 16.4195
O 5.4201 19.3886 17.6886
O 24.6183 37.0354 11.9027
O -4.4283 8.4818 21.846
O -36.3892 -0.617 18.5295
N 10.6799 6.3436 14.2467
O -3.4766 -5.9949 31.6018
O 2.7092 6.8697 14.0525
O 23.8124 5.7308 18.8182
O -1.2005 30.8151 30.1799
O -8.8228 -2.1011 24.077
O -3.5804 -13.9116 19.544
O 4.4084 20.8688 24.5519
O -13.8815 8.1021 17.0975
O 0.1453 17.7935 30.8728
O 7.0833 24.1022 30.7168
O 12.4845 2.34 21.9483
O -4.2897 -7.2364 20.5777
N 8.4095 8.2408 14.4323
N 5.1178 0.7058 17.4999
O 3.5779 7.6032 29.5887
O 0.8925 -4.9465 27.506
O 20.0223 10.2341 16.2083
O -8.1721 3.9802 23.6394
O 10.9084 38.6619 20.6562
O -12.0893 14.157 17.8694
O 7.1755 -7.0212 14.8743
O 3.5983 -12.2075 16.0281
O -11.0344 -9.5551 16.3832
N 4.9096 16.0231 14.2086
O -6.6951 23.3327 25.2355
O 2.3414 15.6477 21.1897
O 2.4718 27.8436 25.3329
O -13.597 -12.7211 33.8075
O 11.2755 18.567 25.6479
O 11.364 3.6828 19.7381
O 11.2208 12.1826 18.8626
O -23.2575 22.2613 31.4399
O -33.5306 12.3545 26.6548
O -5.8258 20.8249 19.9861
O -13.8957 24.0454 28.1749
O 11.6425 5.4874 16.6135
O 3.5647 20.8884 28.6186
N -3.4205 1.508 16.0958
O -3.2089 -8.0463 33.3015
O 5.7 5.1372 33.4566
O -8.059 -8.356 30.5258
O 1.204 9.3313 14.9892
O 0.6652 12.6918 31.6899
O 1.0427 -6.4435 30.7347
O 3.3235 15.8465 29.5268
O -5.9601 22.7849 14.7964
O 4.2788 13.8292 18.9696
O -2.3453 10.7526 23.2433
N -5.9121 -7.744 16.3605
O -6.6786 13.8335 21.5711
O -5.2656 0.8493 29.2382
O -12.1508 1.3171 34.3532
O -7.1689 23.4169 27.8241
O 6.6195 7.4189 32.576
O 2.5855 17.1869 31.676
O 1.0606 20.1333 31.5441
O -11.843 14.7718 27.6418
O 1.5181 -7.3758 28.3175
O 2.5043 1.8283 17.2898
O -4.9143 1.3744 19.991
O -10.661 12.46 24.1263
O -32.3331 10.2751 25.5347
O -1.933 -6.5825 21.6036
O 18.4867 -8.7405 22.4726
O -8.7201 7.6642 16.9874
O 9.106 -5.4404 16.4658
O 4.9112 -14.3746 15.4069
O -8.2522 18.8535 27.1196
O -8.2005 -1.9982 33.5436
O 0.4931 -5.413 33.1415
O 23.5206 1.4729 26.2284
O 19.9182 2.2354 20.1745
O 14.797 -1.6546 22.1743
O -26.671 0.0604 22.2637
O -1.4765 14.0811 31.3915
O 5.3993 -0.153 26.8385
O 8.5225 -4.1142 21.4975
O -3.5065 -12.1487 31.417
O -10.8935 11.0459 21.9542
O -8.2661 -8.147 33.1962
O 5.1537 6.0531 30.9847
O -12.9527 -27.2729 19.1746
O 2.6912 0.3037 32.1628
O -8.5048 0.2744 23.2037
H 0.5707 2.1943 42.4912
H 2.1665 0.5049 42.4912
H 4.9092 3.2576 42.5039
H 3.2694 4.9049 42.5039
H 2.184 5.9867 42.4736
H 0.5373 7.6271 42.4736
H 3.2396 10.2967 42.4529
H 4.9013 8.6719 42.4529
H 7.6429 0.5496 42.4455
H 5.9933 2.1865 42.4455
H 8.6692 4.9031 42.4488
H 10.349 3.2965 42.4488
H 7.6114 5.9464 42.4839
H 5.9748 7.5968 42.4839
H 8.7254 10.348 42.5118
H 10.3632 8.6989 42.5118
H 0.8148 1.9457 5.9546
H -0.8351 3.5827 5.9546
H 3.5482 -0.8823 5.9907
H 1.921 0.7751 5.9907
H -0.7954 8.9774 6.0319
H 0.8411 7.3269 6.0319
H 3.5278 4.6491 6.0145
H 1.8817 6.2902 6.0145
H 6.3022 1.8913 6.0001
H 4.648 3.5238 6.0001
H 7.344 0.8576 5.9864
H 8.9813 -0.7921 5.9864
H 6.2361 7.338 5.9831
H 4.5942 8.9833 5.9831
H 8.9811 4.6078 6.0192
H 7.3262 6.2393 6.0192

Results
free energy: -152737.303 eV
free energy less fixed offsets of H -15.71, N -386.36, O -570.45, Si -639.56 eV per atom: -2.063 eV

Forces (eV/angstrom), in the order of the atoms: element, x, y, z
Si -0.0033 -0.0033 -0.0109
Si -0.0028 -0.003 -0.0161
Si 0.005 0.0003 -0.0145
Si -0.0007 0.009 -0.0105
Si -0.0047 -0.0084 -0.0046
Si -0.0092 0.0033 -0.0159
Si 0.0056 -0.0051 -0.0157
Si -0.004 0.0035 -0.0074
Si 0.0117 -0.0113 -0.02
Si 0.0049 0.0082 -0.0118
Si 0.0049 0.0038 -0.0119
Si -0.0021 -0.0068 -0.0172
Si 0.0053 -0.0003 -0.0103
Si -0.0012 -0.0031 -0.0128
Si -0.0033 0.003 -0.0147
Si 0.0001 0.0056 -0.0126
Si 0.0059 0.0021 0.0061
Si 0.0047 -0.0071 0.0064
Si 0.008 -0.0097 0.0088
Si -0.0163 -0.004 0.0046
Si -0.0031 -0.0011 0.0073
Si -0.0143 -0.0177 0.0096
Si 0.0105 0.0155 0.0078
Si 0.0033 0.0007 0.0089
Si 0.0149 0.0098 0.0157
Si -0.0024 -0.0085 0.0265
Si -0.0028 0.0129 0.0158
Si 0.0097 0.0118 0.0239
Si 0.0003 0.0113 0.0169
Si 0.0076 -0.0105 0.0239
Si -0.0097 0.0025 -0.0016
Si -0.0072 0.0203 0.0271
Si 0.0035 -0.0042 0.196
Si -0.0228 0.0217 0.1834
Si 0.0498 -0.056 0.178
Si -0.0012 -0.0167 0.1865
Si 0.0343 -0.0298 0.1545
Si -0.0152 -0.0073 0.1864
Si 0.0022 -0.0004 0.1947
Si -0.0154 0.0035 0.1739
Si -0.0103 0.0256 0.227
Si 0.0656 -0.0949 0.1368
Si 0.065 -0.07 0.322
Si 0.1982 0.0303 0.5067
Si -0.0208 -0.1068 0.3507
Si 0.159 -0.076 0.3573
Si 0.128 -0.0299 0.1794
Si -0.0166 -0.0487 0.2332
Si -0.1279 0.1144 -0.4465
Si 0.1538 -0.041 -0.2811
Si -0.0967 -0.1314 -0.2197
Si -0.1522 0.138 -0.2323
Si -0.045 -0.0895 -0.2766
Si -0.0632 0.1037 -0.3591
Si -0.1665 0.1755 -0.3609
Si -0.0097 0.0627 -0.2003
Si 0.0004 0.0239 -0.1836
Si -0.0399 0.0229 -0.1768
Si -0.0016 0.0184 -0.1915
Si 0.0049 -0.0138 -0.1778
Si -0.0031 0.0402 -0.1683
Si -0.0255 0.0038 -0.1993
Si -0.0037 0.0019 -0.1887
Si -0.0104 0.0064 -0.1476
Si 0.0002 0.0149 -0.0181
Si 0.0017 -0.0054 -0.0029
Si -0.0241 -0.0119 -0.022
Si -0.0023 -0.0159 -0.0335
Si 0.0036 0.0078 -0.027
Si 0.0072 -0.0121 -0.0279
Si 0.0016 0.0093 -0.0301
Si 0.0037 -0.0173 -0.0045
Si 0.004 0.0137 -0.0018
Si -0.0179 -0.004 -0.0092
Si 0.0014 -0.0135 -0.0063
Si 0.0053 0.0023 -0.0096
Si -0.0087 -0.0013 -0.0024
Si 0.0056 0.0069 -0.0148
Si 0.0111 0.0069 -0.0039
Si -0.005 -0.0025 0.0192
Si -0.0017 -0.0106 0.0098
Si -0.0057 0.0065 0.0117
Si -0.0034 -0.0084 -0.0159
Si -0.0004 0.0063 -0.0108
Si 0.0013 0.0064 0.0187
Si 0.0114 -0.0075 0.0137
Si -0.0052 -0.0135 0.0119
Si -0.0054 0.0013 0.0126
Si -0.0012 0.0121 -0.006
Si 0.0078 0.0066 -0.0219
Si 0.0045 -0.0067 -0.0164
Si 0.0008 0.0031 -0.0157
Si 0.0028 -0.0093 -0.0261
Si -0.0029 0.007 -0.0034
Si 0.0013 0.0021 -0.0201
Si 0.0061 -0.0023 -0.0128
Si 0.0024 -0.0044 -0.0356
Si -0.0052 -0.0006 -0.0485
Si 0.0028 0.0067 -0.0392
Si -0.0013 0.0025 -0.0482
Si 0.001 -0.0055 -0.0458
Si 0.0073 -0.0016 -0.0452
Si -0.0018 0.005 -0.0464
Si 0.0032 0.0069 -0.052
Si -0.013 -0.0003 -0.0359
Si 0.0041 0.0064 -0.0345
Si -0.0001 -0.0031 -0.0383
Si 0.0084 -0.004 -0.0501
Si -0.0006 0.0025 -0.0324
Si -0.0002 0 -0.0358
Si 0.0044 0.0049 -0.037
Si 0.0039 0.0008 -0.0289
Si -0.0057 -0.0011 -0.0349
Si -0.0022 -0.0051 -0.0344
Si 0 -0.0059 -0.0337
Si 0.0023 0.0025 -0.0412
Si 0.0017 0.0038 -0.0483
Si -0.0117 -0.0055 -0.0395
Si 0.0095 0.0024 -0.0563
Si 0.0016 -0.0065 -0.0446
Si 0.0033 -0.0027 -0.0314
Si -0.0052 -0.0018 -0.0502
Si 0.0007 -0.0011 -0.036
Si -0.0034 0.0003 -0.0343
Si -0.0083 0.0045 -0.0358
Si 0.0008 0.0003 -0.0416
Si -0.0063 0.0009 -0.043
Si 0.0074 -0.0012 -0.0404
Si -0.0079 -0.001 -0.0412
Si -0.0024 0.0014 -0.0318
Si 0.0034 -0.0005 -0.0455
Si -0.0026 0.0051 -0.038
Si 0.0108 -0.0058 -0.049
Si 0.0039 -0.0039 -0.0412
Si 0.0047 0.0047 -0.0492
Si 0.0076 0.001 -0.0519
Si 0.0027 0.0059 -0.0462
Si 0.0031 0.0028 -0.0417
Si -0.0064 0.0023 -0.0448
Si -0.0061 -0.012 -0.0435
Si -0.0031 0.0035 -0.0429
Si -0.0037 -0.0006 -0.044
Si 0.0064 0.002 -0.0397
Si 0.0049 -0.0114 -0.0541
O -0.0046 0.0103 0.0251
O 0.0082 0.0096 0.0194
O 0.0068 0.0055 0.02
O -0.0011 0.0045 0.0174
O -0.0009 0.0066 0.0104
O -0.0013 0.0004 0.0223
O 0.0058 -0.0085 0.0208
O -0.0079 0.0018 0.0283
O 0.0009 -0.0024 0.0154
O 0.0038 -0.0041 0.0389
O -0.0147 -0.0022 0.0276
O -0.0076 0.0015 0.0233
O -0.0153 -0.0047 0.0274
O -0.0009 -0.0016 0.018
O 0.0116 -0.0039 0.0187
O 0.0014 -0.0036 0.0165
N -0.0024 0.0019 0.0162
N -0.0016 -0.002 0.0052
O -0.0063 0.0049 0.0165
O 0.0079 0.0003 0.0193
O -0.0093 0.0007 0.0258
O -0.005 0.0036 0.0175
O -0.0006 0.0011 0.0183
N -0.0052 -0.0044 0.0225
O -0.0056 0.0048 0.0167
O 0.0119 0.0026 0.0155
O -0.0067 -0.0072 0.0315
O -0.0014 0.0007 0.0132
O -0.0074 -0.0034 0.0142
O 0.0069 -0.0018 0.0305
O 0.007 0.0083 0.0148
O -0.0073 0.0009 0.0214
O 0.0015 -0.0059 0.0126
O 0.0047 0.0114 0.027
O -0.0034 -0.0064 0.0169
O 0.004 0 0.0139
N -0.0008 0.0032 0.0198
N -0.0024 -0.0022 0.0318
O 0.0034 -0.0133 0.0237
O -0.0027 -0.0059 0.0211
O 0.0002 -0.0051 0.0078
O -0.0061 0.008 0.052
O -0.0007 0.0011 0.0104
O 0.0059 -0.0041 0.0215
O -0.0021 -0.0053 0.0259
O -0.0017 0.0012 0.0116
O 0.015 -0.0008 0.0153
N -0.0059 0.0051 0.0171
O -0.0071 0.0042 0.0271
O 0.007 -0.0083 0.0219
O -0.0059 0.0066 0.027
O 0.008 -0.0044 0.0314
O 0.007 -0.0127 0.0221
O 0.0044 0.0053 0.0123
O -0.0069 0.0068 0.0188
O 0.0015 -0.0011 0.0163
O -0.0122 0.0081 0.0299
O -0.0025 -0.0083 0.0303
O -0.0075 -0.0064 0.0214
O 0.0064 -0.0034 0.0144
O -0.0048 -0.0077 0.0181
N -0.0125 0.0054 0.0105
O 0.0043 -0.0063 0.0309
O -0.0026 0.0005 0.026
O -0.0009 -0.0099 0.031
O 0.0072 -0.0081 0.0239
O 0.007 -0.0008 0.022
O -0.0045 0.0071 0.024
O 0.003 0.0033 0.0214
O 0.008 -0.0073 0.0278
O 0.0063 0.0048 0.0336
O 0.0003 0.0008 0.0088
N -0.0042 -0.006 0.0263
O -0.0164 0.0034 0.0176
O 0.0129 0.0045 0.0179
O 0.0017 -0.0024 0.0157
O 0.0041 -0.0065 0.0239
O -0.0002 0.0026 0.0153
O -0.0057 0.0001 0.0176
O 0.0178 0.0137 0.024
O -0.0043 -0.0062 0.0166
O 0.0098 -0.0023 0.0329
O -0.0001 0.0005 0.0126
O 0.0002 0.0061 0.0223
O -0.0028 -0.0019 0.0378
O 0.0002 0.0084 0.0188
O -0.0028 -0.0017 0.0028
O -0.0054 -0.0144 0.0209
O -0.0005 -0.0053 0.0113
O -0.0045 -0.0066 0.0185
O 0.0026 0.0058 0.0203
O 0.0066 0.008 0.0285
O 0.0021 -0.0069 0.0149
O -0.0101 -0.0017 0.0418
O 0.0059 0.0031 0.0244
O -0.0094 0.0019 0.0219
O -0.0135 0.0008 0.0306
O 0.0068 0.0061 0.0319
O -0.0041 0.0031 0.0255
O -0.0047 -0.0004 0.0384
O -0.0016 0.0058 0.0125
O -0.0086 -0.0084 0.0259
O 0.0037 0.0023 0.0229
O 0.0071 0.0022 0.0357
O 0.0116 0.0003 0.0244
O 0.0051 0.006 0.0301
O -0.004 -0.0044 0.0218
O 0.0009 -0.0042 0.0117
H 0.2835 -0.2197 -0.2615
H -0.232 0.3511 -0.2521
H -0.3124 0.2874 -0.2376
H 0.3337 -0.2164 -0.299
H -0.3315 0.2577 -0.2527
H 0.3609 -0.261 -0.2908
H 0.2472 -0.3218 -0.2798
H -0.2338 0.4054 -0.2172
H -0.2533 0.3286 -0.2647
H 0.3851 -0.2022 -0.2759
H 0.3625 -0.3143 -0.2815
H -0.2812 0.2306 -0.2545
H -0.3712 0.3252 -0.2231
H 0.2711 -0.2942 -0.2983
H 0.2457 -0.3085 -0.2645
H -0.2241 0.414 -0.2405
H -0.1335 0.2545 0.3088
H 0.4208 -0.3055 0.1716
H -0.5227 0.2254 0.2055
H 0.0773 -0.2838 0.3359
H 0.2497 -0.2038 0.3154
H -0.3598 0.3522 0.249
H -0.1933 0.2256 0.3404
H 0.3614 -0.3955 0.1949
H -0.311 0.4216 0.2503
H 0.1962 -0.2454 0.2994
H 0.3586 -0.4024 0.1974
H -0.2489 0.2094 0.2895
H -0.2997 0.1817 0.3149
H 0.3174 -0.4398 0.1875
H -0.4337 0.2185 0.2844
H 0.2473 -0.2774 0.286

The program warned: the cutoff lies below the one the program advises for these potential files; the forces do not sum to zero within the program's tolerance; empty levels may hold ghost states of the PAW files; the exchange-correlation potential is rough where the density is thin.
